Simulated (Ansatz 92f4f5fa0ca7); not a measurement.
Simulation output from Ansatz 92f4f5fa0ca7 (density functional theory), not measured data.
Periodic cell of 213 atoms, Si131O78As1H3, from a study of silicon, its oxide and their interface. The atomic structure is a simulated model.
Doubt: the cutoff is far below the 930 eV that the study's wrapper takes by default for these files, so forces and energies are approximate.
This geometry differs little from another in the collection (a relaxation step or a small displacement).

Settings: functional PBE; potential files Ansatz PAW; basis plane waves; wave-function cutoff 580 eV; density cutoff ratio 5; exchange-correlation grid ratio 1; k mesh 1 x 1 x 1, Gamma-centred; self-consistency stop 5e-08 eV per atom in the density residual; occupations fixed; spin none; net charge 0.

Cell vectors (angstrom)
a, 10.938, 0, 0
b, 0, 10.938, 0
c, 0, 0, 31.231

Atoms: element, x, y, z (angstrom)
Si, 10.4315, 0.5435, 23.7592
Si, 6.1136, 10.3353, 23.8744
Si, 2.2681, 3.1135, 23.7723
Si, 8.635, 2.3684, 23.8082
Si, 0.6552, 4.9738, 23.8563
Si, 4.9935, 5.9386, 23.8792
Si, 3.2802, 7.6372, 23.9066
Si, 7.7883, 8.5322, 23.8348
Si, 1.2845, 1.4102, 25.0755
Si, 6.952, 1.2731, 25.0694
Si, 4.0562, 4.0922, 25.0256
Si, 9.7042, 4.0683, 25.0425
Si, 1.5175, 6.7225, 25.1699
Si, 6.7827, 6.8549, 25.1313
Si, 4.2198, 9.4827, 25.044
Si, 9.5608, 9.6088, 24.993
Si, 2.7538, -0.0283, 26.298
Si, 8.2726, -0.0285, 26.5296
Si, 0.0257, 2.7495, 26.5569
Si, 5.4974, 2.6954, 26.312
Si, 2.7989, 5.3858, 26.595
Si, 8.2453, 5.4419, 26.3391
Si, 0.0413, 8.1948, 26.3164
Si, 5.4985, 8.2087, 26.5793
Si, 4.1057, 1.3537, 27.7243
Si, 9.6053, 1.3559, 27.8645
Si, 1.3867, 4.0847, 27.9015
Si, 6.8612, 4.0733, 27.7339
Si, 4.1414, 6.8113, 27.8844
Si, 9.5857, 6.8445, 27.7347
Si, 1.3931, 9.5579, 27.7354
Si, 6.8701, 9.5787, 27.8714
Si, 0.0393, -0.0296, 29.1768
Si, 5.4591, 0.0151, 29.1714
Si, 2.7659, 2.6967, 29.1887
Si, 8.204, 2.728, 29.1759
Si, -0.0123, 5.4884, 29.1785
Si, 5.5169, 5.4284, 29.1835
Si, 2.7336, 8.2007, 29.1744
Si, 8.2314, 8.1807, 29.1819
Si, 1.3673, 1.3673, 30.5472
Si, 6.8362, 1.3673, 30.5472
Si, 4.1018, 4.1018, 30.5472
Si, 9.5708, 4.1018, 30.5472
Si, 1.3673, 6.8362, 30.5472
Si, 6.8362, 6.8362, 30.5472
Si, 4.1018, 9.5708, 30.5472
Si, 9.5708, 9.5708, 30.5472
Si, 2.7345, 0, 0.6835
Si, 8.2035, 0, 0.6835
Si, 0, 2.7345, 0.6835
Si, 5.469, 2.7345, 0.6835
Si, 2.7345, 5.469, 0.6835
Si, 8.2035, 5.469, 0.6835
Si, 0, 8.2035, 0.6835
Si, 5.469, 8.2035, 0.6835
Si, 4.0643, 1.4016, 2.0589
Si, 9.558, 1.372, 2.0413
Si, 1.3888, 4.0821, 2.0473
Si, 6.7958, 4.1446, 2.0559
Si, 4.1131, 6.8256, 2.0426
Si, 9.5396, 6.8659, 2.0561
Si, 1.3445, 9.5955, 2.0522
Si, 6.8348, 9.5605, 2.0545
Si, -0.0301, 0.0241, 3.4597
Si, 5.4349, 0.004, 3.359
Si, 2.7281, 2.7602, 3.5199
Si, 8.1636, 2.7474, 3.3563
Si, -0.0016, 5.4689, 3.3355
Si, 5.4384, 5.4926, 3.5099
Si, 2.7386, 8.2076, 3.3511
Si, 8.1604, 8.202, 3.4988
Si, 1.3004, 1.4083, 4.8827
Si, 6.7479, 1.3897, 4.6763
Si, 4.0807, 4.154, 4.9653
Si, 9.5602, 4.1289, 4.6395
Si, 1.3859, 6.8162, 4.6413
Si, 6.7664, 6.8672, 4.9521
Si, 4.0858, 9.5741, 4.703
Si, 9.5082, 9.6199, 4.8538
Si, 2.6983, -0.0514, 6.1049
Si, 8.0894, 0.1207, 6.14
Si, -0.0982, 2.8494, 6.1694
Si, 5.4971, 2.6978, 6.2169
Si, 2.6655, 5.6043, 6.25
Si, 8.1945, 5.3562, 6.1102
Si, 0.0039, 8.1368, 6.0003
Si, 5.3748, 8.3332, 6.2841
Si, 4.445, 0.8724, 7.3883
Si, 8.9776, 1.9599, 7.329
Si, 0.7974, 4.68, 7.3878
As, 7.2311, 3.6981, 7.6212
Si, 3.5213, 7.4658, 7.5047
Si, 10.0151, 6.3486, 7.2294
Si, 1.669, 9.1283, 7.326
Si, 6.2697, 10.2625, 7.417
H, 9.3216, 1.5718, 8.7393
O, 3.9424, 0.8356, 8.9855
O, 6.5753, 10.3951, 9.0679
O, 0.8249, 9.6609, 8.6739
O, 3.9601, 7.1151, 9.0732
O, 9.7813, 6.7437, 8.8181
O, 0.9812, 4.5206, 9.0366
H, 2.8226, 7.9363, 22.5177
H, 5.3847, 5.612, 22.4681
O, 7.9853, 3.1543, 22.4344
O, 0.1485, 11.0631, 22.2864
O, 0.5008, 5.667, 22.3391
O, 2.5825, 2.5145, 22.2318
O, 5.8937, -0.1451, 22.3053
O, 8.146, 7.8796, 22.3299
Si, 10.9841, 9.2171, 13.9816
Si, 5.8964, 8.1409, 16.401
Si, 9.1675, 0.9526, 19.1517
Si, 3.2461, 7.1148, 17.5609
Si, 2.2897, 4.5815, 18.997
Si, 0.7154, 2.4333, 14.5654
Si, 7.1622, 5.7702, 11.594
Si, 8.6445, 3.1564, 20.9374
Si, 5.5033, 3.3531, 12.0143
Si, 1.2429, 3.6969, 10.4061
Si, 2.4632, 0.763, 18.2944
Si, 2.966, 9.3917, 19.7173
Si, 5.9695, 3.5753, 16.1455
Si, 3.1309, 2.2919, 20.7185
Si, 7.2863, 5.9684, 14.634
Si, 6.1695, 1.2368, 14.3015
Si, 9.9757, 4.8022, 15.6467
Si, 8.3597, 3.6454, 18.0767
Si, 10.7252, 1.514, 11.7288
Si, 4.0029, 10.0083, 14.6599
Si, 3.5953, 1.5624, 10.3932
Si, 6.8028, 9.3994, 10.3307
Si, 5.1402, -0.1709, 20.8809
Si, 0.5417, 9.6187, 10.2657
Si, 2.4665, 10.0858, 12.2187
Si, 8.9202, 7.8865, 20.8906
Si, 7.2785, 9.5641, 18.8745
Si, 8.4352, 10.6987, 12.8287
Si, 3.0531, 5.4043, 12.3982
Si, 10.7669, 5.2871, 20.907
Si, 9.1762, 7.4565, 10.1202
Si, 1.4761, 6.632, 14.9076
Si, 4.7129, 7.2371, 10.5089
Si, 2.8984, 3.0954, 16.5149
Si, 1.1602, 10.6759, 16.0418
Si, 0.1136, 10.3094, 20.846
O, 7.8383, 8.2925, 9.7347
O, 10.051, 9.0422, 20.9359
O, 8.0896, 4.044, 19.66
O, 4.8218, 7.2505, 17.2158
O, 11.0153, 9.5497, 15.5903
O, 9.3629, 4.58, 17.1616
O, 3.1922, 1.6091, 17.1152
O, 4.1129, 9.4595, 20.8883
O, 0.7477, 1.9941, 12.9919
O, 8.4884, 1.5818, 20.5099
O, 3.287, 3.7772, 20.0327
O, 0.9588, 5.1846, 19.7263
O, 3.13, 0.5149, 11.5823
O, 2.3721, 7.2328, 16.1654
O, 6.0239, 2.3089, 13.118
O, 8.4699, 10.5946, 18.4912
O, 6.6651, 9.0841, 17.4593
O, 5.0739, 8.9994, 15.3055
O, 6.2274, 10.4746, 19.7149
O, 3.6514, 6.7384, 11.6507
O, 0.6282, 7.6846, 13.9498
O, 10.3069, 8.5316, 10.6743
O, 10.3838, 3.4076, 14.89
O, 4.7387, 0.49, 14.4339
O, 1.9537, 9.1525, 10.9805
O, 9.4815, 9.5378, 13.3851
O, 2.6671, 10.2407, 15.5622
O, 4.4644, 1.3359, 20.743
O, 6.0259, 6.2708, 10.5353
O, 2.0779, 1.5762, 19.6642
O, 3.5319, 10.5572, 18.7081
O, 4.9122, 2.4427, 10.7956
O, 0.5345, 1.1041, 15.4493
O, 2.3655, 2.5694, 10.1039
O, 4.2975, 4.3356, 12.5559
O, 6.3718, 4.6835, 15.0266
O, 2.7409, 8.1352, 18.7324
O, 8.8619, 5.5708, 14.7386
O, 5.3468, 8.7431, 10.7534
O, 6.884, 4.1571, 11.6144
O, 6.9326, 6.3896, 13.0973
O, 0.2169, 0.2228, 10.7774
O, 6.8422, 3.7771, 17.4989
O, 1.19, -0.0368, 17.65
O, 10.1643, 3.7656, 21.0917
O, 6.3895, 2.0695, 15.6797
O, 9.2552, 1.0927, 12.315
O, 7.8388, 8.2657, 19.7124
O, 1.8821, 3.7374, 17.6403
O, 1.809, 4.7289, 11.5551
O, 4.3645, 3.7859, 16.3754
O, 2.1487, 3.0915, 15.0547
O, 1.5746, 9.7151, 20.4743
O, 7.4964, 10.1268, 11.6161
O, 10.6012, 0.4314, 19.6988
O, 3.5728, 9.4054, 13.1976
O, 10.7958, 2.8819, 10.8115
O, 9.6372, 6.437, 20.5734
O, 6.9844, 7.2167, 15.6288
O, 1.1026, 10.2044, 13.1755
O, 7.4251, 0.2226, 14.0325
O, 0.3886, 5.7024, 15.687
O, 9.107, 2.1695, 18.0514
O, 2.4739, 5.8405, 13.8719
O, 8.6707, 6.2627, 11.1443
O, 3.2129, 5.7275, 18.3658

Results
free energy: -132542.112 eV
free energy less fixed offsets of As -4856.12, H -15.97, O -568.88, Si -635.61 eV per atom: -0.532 eV

Forces (eV/angstrom), in the order of the atoms: element, x, y, z
Si, 0.0013, 0.0078, -0.0052
Si, 0.004, -0.0004, -0.0069
Si, -0.007, 0.0029, -0.0103
Si, -0.0002, -0.0074, -0.0097
Si, -0.0066, -0.0121, -0.0061
Si, -0.0104, 0.0075, 0.001
Si, 0.0124, -0.0116, 0.0049
Si, -0.0047, 0.0065, -0.0087
Si, -0.0124, 0.0007, -0.007
Si, 0.0074, -0.0011, -0.0087
Si, 0.0095, -0.0022, 0.0017
Si, 0.0051, 0.0065, -0.0111
Si, 0.0059, 0.0027, -0.009
Si, -0.006, -0.0041, -0.0001
Si, -0.0018, 0.0025, -0.0035
Si, -0.001, 0.0057, -0.0025
Si, 0.0057, 0.0104, 0.0686
Si, -0.0181, -0.022, -0.1196
Si, 0.0057, -0.0072, -0.1235
Si, -0.0053, 0.0087, 0.0628
Si, 0.0145, 0.0167, -0.1546
Si, -0.0043, 0.0063, 0.0608
Si, -0.015, -0.0053, 0.0664
Si, -0.0139, -0.0254, -0.1491
Si, -0.0003, -0.0129, -0.0568
Si, 0.0163, -0.0068, 0.1624
Si, -0.0248, -0.0195, 0.2061
Si, 0.0095, -0.02, -0.0549
Si, 0.0155, -0.0109, 0.1516
Si, 0.0103, 0.0029, -0.0552
Si, 0.0124, -0.0024, -0.0547
Si, 0.0356, 0.0436, 0.1773
Si, -0.0029, 0.0167, -0.0137
Si, 0.0024, 0.0042, -0.0149
Si, -0.0098, 0.0034, -0.0264
Si, -0.0183, 0.0055, -0.0041
Si, 0.008, 0.0001, -0.0185
Si, -0.0002, 0.0162, -0.0038
Si, -0.0197, 0.0047, 0.0047
Si, -0.0048, 0.0026, -0.0252
Si, 0.1374, -0.2497, 0.0049
Si, -0.1138, 0.0548, 0.0246
Si, 0.193, -0.1675, -0.0622
Si, -0.0719, 0.106, -0.024
Si, -0.0976, 0.0829, 0.0424
Si, 0.2123, -0.1429, -0.0337
Si, -0.0376, 0.0634, -0.0409
Si, 0.2063, -0.1039, -0.0744
Si, -0.1984, 0.2001, 0.081
Si, 0.0092, -0.1417, -0.0488
Si, 0.0995, -0.0854, -0.0571
Si, -0.1754, 0.196, 0.1308
Si, 0.0977, -0.0907, -0.0822
Si, -0.1692, 0.1807, 0.0926
Si, -0.1535, 0.1779, 0.0975
Si, 0.0795, -0.0954, -0.0897
Si, 0.0232, -0.0264, 0.0136
Si, 0.0089, -0.0208, 0.015
Si, -0.0165, -0.0085, 0.006
Si, 0.0175, -0.0133, 0.0319
Si, -0.0033, -0.0019, 0.0207
Si, 0.0243, -0.0142, 0.0166
Si, 0.0113, -0.0074, 0.0272
Si, 0.0172, -0.0004, -0.0001
Si, -0.0343, 0.035, 0.044
Si, -0.099, -0.079, -0.2079
Si, -0.0125, 0.0299, 0.0726
Si, -0.0367, -0.0178, -0.0867
Si, 0.0779, 0.0667, -0.2467
Si, -0.0192, 0.0164, 0.0393
Si, 0.049, 0.0042, -0.1724
Si, -0.0373, 0.0078, 0.0662
Si, 0.0164, -0.0402, -0.0713
Si, 0.1624, 0.1048, 0.1632
Si, 0.0016, -0.0008, -0.0657
Si, -0.0739, -0.1427, 0.1841
Si, -0.0098, 0.0154, 0.1367
Si, 0.005, -0.0051, -0.0592
Si, -0.0237, -0.007, 0.0969
Si, 0.0353, -0.0054, -0.0606
Si, 0.0216, 0.0119, 0.0167
Si, -0.0568, 0.0341, 0.013
Si, -0.0327, 0.0755, 0.0134
Si, -0.0011, 0.0088, 0.0373
Si, -0.0208, -0.0176, 0.0154
Si, -0.027, 0.0092, 0.0282
Si, -0.0145, -0.0184, 0.0144
Si, 0.0209, 0.0298, 0.016
Si, -0.0107, -0.0262, -0.0012
Si, 0.0031, -0.0082, 0.0568
Si, 0.0014, -0.0151, -0.0155
As, 0.0378, -0.0429, -0.0487
Si, 0.003, 0.0061, 0.0131
Si, 0.025, 0.0136, 0.0167
Si, -0.0087, 0.0056, 0.0053
Si, 0.0045, -0.0131, -0.0066
H, -0.0276, 0.0296, -0.0835
O, -0.0013, 0.0053, -0.0038
O, 0.0006, -0.001, 0.0099
O, 0.0054, -0.0062, -0.0141
O, -0.004, -0.0028, -0.0126
O, -0.0042, -0.004, -0.017
O, 0.0052, 0.0015, 0.0032
H, -0.0028, 0.0029, -0.0014
H, 0.0028, -0.0015, -0.0002
O, -0.0012, 0.003, 0.0011
O, 0.0015, -0.0025, 0.0024
O, -0.0002, 0.0055, 0.0039
O, 0.0028, -0.0002, 0.0055
O, -0.0019, 0.0018, 0.0021
O, -0.0002, -0.0001, 0.0084
Si, -0.0002, 0.0042, -0.0039
Si, 0.0002, -0.0003, 0.0008
Si, -0.0005, 0.0013, 0.0037
Si, 0.0007, 0.001, 0.0004
Si, -0.0021, 0.0006, 0.0029
Si, 0.0026, -0.0013, -0.0035
Si, 0.0048, 0.0096, 0.0054
Si, 0.0009, -0.0028, 0.0032
Si, -0.0075, -0.0043, 0.0011
Si, -0.0034, -0.0032, -0.0023
Si, -0.0002, 0, 0
Si, 0.0004, 0.001, -0.0021
Si, 0.0006, 0.0003, -0.0007
Si, -0.0001, 0.0009, -0.0001
Si, -0.0025, 0.0012, -0.0027
Si, 0.0001, 0.0005, -0.0029
Si, 0.0003, -0.0006, -0.0002
Si, 0.0005, 0.0001, 0.0031
Si, -0.0021, 0.0012, -0.009
Si, -0.0003, 0.0007, -0.0021
Si, -0.0019, 0.0008, 0.0026
Si, -0.0024, 0.0056, -0.0104
Si, 0.0008, 0.0004, 0.0003
Si, -0.002, 0.0069, 0.0116
Si, 0.0001, 0.0018, -0.0038
Si, 0.0013, -0.0003, -0.0018
Si, -0.0014, 0.0016, -0.0002
Si, -0.0027, -0.0008, -0.003
Si, -0.0019, -0.0002, -0.0037
Si, 0.0021, -0.0033, 0.0006
Si, -0.0037, 0.0077, 0.0036
Si, 0.0009, -0.0016, -0.0008
Si, 0.0042, 0.0086, 0.0087
Si, -0.0024, 0.0005, -0.0016
Si, 0.0014, 0.0015, 0.0004
Si, 0.0002, 0.001, -0.0003
O, 0.0031, -0.003, 0.0029
O, -0.0001, 0.0002, 0.0011
O, -0.0008, 0.0005, -0.002
O, -0.0003, 0.0006, 0
O, -0.0008, -0.0006, 0.0011
O, 0.0001, 0.0011, -0.0016
O, 0.0002, 0.0002, 0
O, 0.0005, 0.0002, 0.0001
O, 0.0008, 0.0027, 0.0059
O, 0.0013, -0.0019, -0.0025
O, -0.0003, -0.0017, 0.0005
O, 0.0022, -0.0003, -0.0004
O, -0.0022, -0.0024, -0.0002
O, -0.0011, 0, -0.0009
O, 0.0027, 0.0011, -0.0028
O, 0.0009, -0.0003, -0.0005
O, -0.0004, -0.0009, -0.0013
O, 0.0011, -0.0005, 0
O, 0.0015, -0.0011, 0.0006
O, -0.0015, 0.0003, -0.0009
O, -0.0002, -0.0006, 0.0016
O, 0.0005, -0.0009, -0.0013
O, -0.0016, 0.0009, 0.0015
O, -0.0012, -0.0008, -0.0005
O, 0.0004, 0.0002, -0.0027
O, 0.0019, -0.0014, 0.0034
O, -0.0007, 0.0001, 0.0004
O, -0.0004, -0.0004, 0.0003
O, 0.0031, -0.007, -0.0026
O, 0, -0.0001, 0.0007
O, 0.0004, 0.0001, -0.0007
O, 0.0003, 0.0031, -0.001
O, -0.0008, -0.0001, 0.0007
O, 0.0048, 0.0003, 0.0022
O, 0.0072, -0.0004, -0.0067
O, 0.0007, 0.0002, 0.0026
O, 0, -0.0002, -0.0003
O, 0.0006, 0.0001, 0.0005
O, -0.0065, -0.0057, -0.0006
O, -0.0001, 0.0035, -0.0004
O, -0.001, -0.0015, 0.002
O, 0.0015, -0.0033, -0.0037
O, -0.0019, 0.0002, -0.0011
O, -0.0005, -0.0004, 0.0009
O, 0.0015, 0.0008, 0.0012
O, 0.0001, 0.0006, 0.0006
O, -0.003, -0.0008, 0.0028
O, 0.0009, -0.0004, 0.0009
O, 0.0007, 0.0005, 0.0004
O, 0.002, 0.0029, 0.0016
O, 0.0002, 0.0009, 0
O, -0.0001, 0.0007, 0.001
O, -0.0001, -0.0007, 0.0009
O, 0.002, 0.0045, 0.0059
O, 0.0003, -0.0003, -0.0007
O, 0, -0.0003, 0.0024
O, -0.0034, -0.0006, -0.0018
O, -0.0016, 0.0019, 0.0004
O, 0.0005, -0.0001, -0.0007
O, -0.0016, -0.0028, 0.0032
O, -0.0014, 0.0005, 0.0011
O, -0.0002, 0.0014, 0.0009
O, 0.0002, 0.0003, -0.0008
O, -0.0027, 0.0022, 0.0022
O, -0.0046, -0.0055, 0.0003
O, 0.0003, 0, -0.0014

The program warned: the cutoff lies below the one the program advises for these potential files; the forces do not sum to zero within the program's tolerance; the exchange-correlation potential is rough where the density is thin.
